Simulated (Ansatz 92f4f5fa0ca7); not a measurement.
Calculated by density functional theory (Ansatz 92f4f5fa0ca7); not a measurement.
Periodic cell of 244 atoms, Si164O80, from a study of silicon, its oxide and their interface. The atomic structure is a simulated model.
Doubt: the cutoff is far below the 930 eV that the study's wrapper takes by default for these files, so forces and energies are approximate.

Settings: functional PBE; potential files Ansatz PAW; basis plane waves; wave-function cutoff 580 eV; density cutoff ratio 5; exchange-correlation grid ratio 1; k mesh 1 x 1 x 1, Gamma-centred; self-consistency stop 5e-08 eV per atom in the density residual; occupations fixed; spin none; net charge 0.

Cell vectors (angstrom)
a	10.938	0	0
b	0	10.938	0
c	0	0	37.1477

Atoms: element, x, y, z (angstrom)
Si	0	0	0.683
Si	5.469	0	0.683
Si	2.7345	2.7345	0.683
Si	8.2035	2.7345	0.683
Si	0	5.469	0.683
Si	5.469	5.469	0.683
Si	2.7345	8.2035	0.683
Si	8.2035	8.2035	0.683
Si	1.3673	1.3673	2.0503
Si	6.8362	1.3673	2.0503
Si	4.1018	4.1018	2.0503
Si	9.5708	4.1018	2.0503
Si	1.3673	6.8362	2.0503
Si	6.8362	6.8362	2.0503
Si	4.1018	9.5708	2.0503
Si	9.5708	9.5708	2.0503
Si	2.7345	0	35.0962
Si	8.2035	0	35.0962
Si	0	2.7345	35.0962
Si	5.469	2.7345	35.0962
Si	2.7345	5.469	35.0962
Si	8.2035	5.469	35.0962
Si	0	8.2035	35.0962
Si	5.469	8.2035	35.0962
Si	4.1018	1.3673	36.4635
Si	9.5708	1.3673	36.4635
Si	1.3673	4.1018	36.4635
Si	6.8362	4.1018	36.4635
Si	4.1018	6.8362	36.4635
Si	9.5708	6.8362	36.4635
Si	1.3673	9.5708	36.4635
Si	6.8362	9.5708	36.4635
Si	2.2428	3.042	26.9419
Si	8.1668	-5.3809	29.4067
Si	2.7451	6.4197	19.9581
Si	7.7273	-2.0649	26.9423
Si	-0.3087	0.5794	27.1907
Si	0.6165	4.9664	26.9267
Si	3.2424	7.9347	27.0909
Si	8.7227	13.1049	27.0523
Si	-1.4124	1.4188	31.0903
Si	4.2618	-0.0943	20.4213
Si	4.1309	1.4682	30.9909
Si	9.3626	8.1846	24.3272
Si	1.2785	1.6164	28.579
Si	6.7386	7.0746	28.1423
Si	-1.3896	9.6923	28.2462
Si	14.6177	10.1025	26.1775
Si	2.6452	0.1171	29.7762
Si	6.9081	1.2806	28.2866
Si	-4.8494	-0.2168	26.5694
Si	7.3436	6.9737	22.4509
Si	5.4542	2.7845	29.4603
Si	11.5593	1.3912	23.0827
Si	-0.1636	2.9319	29.7949
Si	4.0237	9.7157	28.487
Si	4.9302	6.1896	26.8598
Si	8.2015	0.0019	29.7525
Si	1.3718	4.1808	31.0597
Si	6.8388	4.156	30.8551
Si	4.1055	6.8697	31.0211
Si	9.5433	6.8568	30.8823
Si	1.3132	9.5606	31.0016
Si	6.8272	9.5907	31.0899
Si	-0.0156	0.0153	32.3869
Si	5.4522	0.0576	32.3814
Si	2.7395	2.7782	32.3858
Si	8.1417	2.8099	32.3611
Si	-0.0388	5.5388	32.3504
Si	5.4953	5.4782	32.3247
Si	2.7157	8.2224	32.3729
Si	8.2196	8.1868	32.3589
Si	1.3768	1.3779	33.7316
Si	6.8371	1.3961	33.7398
Si	4.1282	4.1268	33.7289
Si	9.5648	4.1287	33.7196
Si	1.3597	6.8496	33.735
Si	6.8462	6.8309	33.7241
Si	4.0988	9.5886	33.7262
Si	9.5685	9.5651	33.7357
Si	2.7434	-0.0122	3.4152
Si	8.1931	-0.0082	3.4177
Si	-0.0011	2.7296	3.4192
Si	5.4532	2.6871	3.4043
Si	2.6958	5.4333	3.3974
Si	8.2496	5.4892	3.4029
Si	-0.0049	8.1765	3.4184
Si	5.5075	8.2471	3.3973
Si	4.1305	1.2994	4.8299
Si	9.5756	1.3401	4.7658
Si	1.3618	4.0653	4.8325
Si	6.918	4.0277	4.6545
Si	4.1043	6.84	4.6259
Si	9.6119	6.8108	4.8551
Si	1.3961	9.5175	4.7534
Si	6.8662	9.5753	4.848
Si	-0.0235	-0.0965	6.084
Si	5.504	-0.0258	6.2899
Si	2.741	2.6613	6.1721
Si	9.5361	4.0367	7.6251
Si	0.0279	5.4169	6.2703
Si	5.5088	5.4368	5.8186
Si	2.7954	8.1255	6.0793
Si	8.2355	8.1914	6.2292
Si	-2.4305	0.359	11.2468
Si	8.2179	2.7226	6.1257
Si	4.2454	4.1377	7.2368
Si	8.1904	9.6406	17.9447
Si	3.3953	5.8126	8.616
Si	5.1208	7.4978	8.8124
Si	-1.3035	9.5526	7.6308
Si	12.2145	13.8637	13.2712
Si	4.6703	4.1341	10.5862
Si	12.0126	-2.8409	11.7752
Si	5.0593	5.9561	14.6677
Si	1.4988	6.7956	7.5501
Si	0.2683	5.9157	24.7724
Si	6.8815	1.4422	7.6212
Si	0.6053	8.608	8.7541
Si	5.9234	3.3888	8.6944
Si	7.5945	4.0348	21.4274
Si	14.8573	-4.0585	17.4056
Si	-3.2616	5.0783	8.7628
Si	8.9769	-0.2008	22.8621
Si	8.6728	11.4003	8.8319
Si	12.2769	12.144	7.4748
Si	-1.2981	7.0438	17.8818
Si	3.9325	12.6769	12.5975
O	19.0598	3.9447	15.7508
O	-12.8993	5.6767	18.4844
O	-0.2899	6.5407	16.6955
O	30.944	9.8837	11.8338
O	23.2367	5.6808	19.5027
O	-1.4135	1.5942	11.6608
O	7.1868	-9.1659	17.148
O	0.5055	9.6298	20.7208
O	33.957	-0.7929	18.2784
O	4.7316	-2.6561	17.4408
O	13.9948	-0.8317	16.4747
O	-2.5858	10.14	21.4794
O	-0.408	7.898	18.973
O	-1.4177	-9.2771	16.1419
O	-13.8768	14.5877	19.8974
O	8.2368	-2.7166	25.4946
Si	-15.1076	12.2526	13.5251
Si	9.6352	-1.5837	13.2733
Si	21.4262	2.113	8.6918
Si	-0.3884	-9.9357	15.0608
Si	-10.9364	-2.7179	29.5055
Si	-25.8348	-12.3166	20.8206
Si	-10.1396	-17.5792	20.1374
Si	34.9418	-26.8733	13.5381
Si	1.0367	29.1801	16.1448
Si	5.1544	-18.6698	23.1421
Si	16.3881	8.2956	29.6819
Si	-4.3944	17.3225	10.5169
Si	-1.3304	-6.8147	28.0788
Si	4.0575	-6.742	28.0513
Si	13.3085	10.6225	10.9691
Si	6.9282	12.178	24.8366
Si	9.0804	4.0352	18.7193
Si	18.0101	11.1978	16.4719
Si	-2.4554	2.7509	16.816
Si	23.8416	9.0059	21.1544
Si	16.0604	6.0914	24.4744
Si	-8.1572	-5.4639	29.6495
Si	-19.0196	-8.6004	21.2991
Si	-19.2721	17.6735	22.9163
Si	12.3983	-15.0635	28.2113
Si	2.3239	21.2827	8.6529
Si	21.8166	-12.3793	19.1763
Si	26.2593	-1.068	17.3796
Si	10.2157	3.9983	22.869
Si	10.9912	12.7493	10.9466
Si	15.1014	9.3846	7.5703
Si	6.77	-4.2525	7.3053
Si	-3.5355	4.1975	14.3132
Si	1.7642	0.809	25.9132
Si	1.4582	10.1775	16.6786
Si	40.351	-14.8298	13.3568
O	0.0663	13.1695	14.0957
O	-19.5412	-3.8363	17.1013
O	-9.2469	-4.3132	12.125
O	4.1637	-22.4377	18.8924
O	12.5778	23.2885	21.8289
O	-8.4658	-2.9123	19.9448
O	7.1407	-12.4735	19.2051
O	11.0124	-13.3158	12.968
O	-35.2027	-2.697	13.8405
O	-27.2779	-0.2403	16.6379
O	8.1182	5.5121	13.6176
O	1.5988	4.4282	13.7422
O	-7.2894	2.9573	22.5786
O	-7.0325	-25.819	23.8511
O	-5.9225	4.5237	24.077
O	13.0903	-7.5317	20.299
O	23.4709	-5.1261	23.8102
O	14.583	11.4462	11.5635
O	-14.3677	-5.2799	21.5185
O	-1.2055	9.681	23.845
O	22.7184	3.0316	11.6924
O	-0.7777	22.703	22.4919
O	-5.2696	-8.9318	24.1152
O	11.634	-2.0473	16.0263
O	17.4095	28.5507	23.7904
O	13.5406	12.945	13.4919
O	-18.1342	-4.9083	13.7219
O	-7.6609	4.87	10.0417
O	-9.093	-13.7413	22.5364
O	27.6056	21.513	21.0757
O	18.2054	-10.5081	14.8164
O	7.3004	7.2178	11.7207
O	-10.8921	4.6003	21.5557
O	-15.236	-2.8106	21.5347
O	9.9891	-5.8089	24.0127
O	3.0981	-15.8733	21.5182
O	-1.0119	-0.2997	14.2661
O	27.9957	-3.7969	14.2118
O	-6.9876	-15.7498	18.8778
O	-8.6031	-12.723	11.6925
O	17.1075	-7.5467	21.8684
O	11.8553	-10.5088	11.2803
O	16.5834	5.2562	11.3453
O	19.6823	3.456	22.4413
O	-14.1583	-21.4442	23.6654
O	36.7571	-20.3777	20.4392
O	41.6122	18.3754	22.9906
O	1.3823	17.7058	14.6892
O	0.3079	-35.6809	10.3307
O	-5.7896	-9.5401	13.6039
O	-7.79	-0.8411	21.3509
O	10.6295	-18.2411	19.1372
O	21.6625	7.4769	24.8948
O	-5.1251	4.5258	14.4983
O	29.8681	13.2757	25.5177
O	-14.4057	2.7981	13.4822
O	28.9931	11.589	12.0655
O	20.4662	10.2968	18.6884
O	-20.5132	22.4827	24.2905
O	15.5549	-4.9379	16.2376
O	-24.2937	40.9415	17.3318
O	11.8499	11.4879	15.9183
O	0.2391	13.8361	23.5868
O	4.2725	35.8625	11.7009

Results
free energy: -149750.845 eV
free energy less fixed offsets of O -568.88, Si -635.61 eV per atom: -0.405 eV

Forces (eV/angstrom), in the order of the atoms: element, x, y, z
Si	0.0692	-0.0119	0.0392
Si	-0.0067	0.0032	-0.0613
Si	0.0376	-0.0397	-0.0465
Si	-0.0362	0.028	0.0477
Si	0.0389	-0.0061	-0.0722
Si	0.0334	-0.0059	0.0541
Si	0.0585	-0.0106	0.0561
Si	0.0268	-0.05	-0.0529
Si	0.0795	0.025	0.0669
Si	-0.082	-0.2668	-0.1905
Si	-0.1265	-0.2345	0.0002
Si	0.2501	0.0691	-0.1536
Si	-0.1895	-0.2042	-0.1799
Si	0.2067	0.1424	-0.0067
Si	0.1514	0.1426	-0.1811
Si	-0.0483	-0.0883	0.086
Si	-0.0128	0.0565	0.0833
Si	-0.0402	0.0037	-0.0355
Si	-0.0545	0.1045	-0.1309
Si	-0.0845	0.0926	0.15
Si	0.0198	0.0332	-0.0608
Si	-0.023	0.0851	0.1107
Si	0.0325	0.0905	0.1478
Si	0.067	0.013	-0.1414
Si	-0.004	0.0089	-0.0029
Si	-0.0147	-0.0147	-0.0039
Si	-0.0068	0.0167	-0.0085
Si	0.0101	-0.0253	-0.0006
Si	-0.0751	0.0372	-0.0059
Si	-0.0082	-0.0064	-0.0041
Si	-0.0444	0.0024	0.0025
Si	-0.0615	0.0481	0.0111
Si	-0.2498	0.025	0.1751
Si	-0.0103	0.0307	-0.1061
Si	0.0504	0.0053	-0.0721
Si	-0.0878	-0.1819	-0.2635
Si	0.2358	0.0029	-0.0625
Si	-0.1261	-0.0981	-0.1745
Si	-0.0279	-0.3519	0.5043
Si	-0.2376	0.0849	-0.5486
Si	-0.0363	-0.0154	-0.0529
Si	0.0059	0.1439	0.1546
Si	-0.0839	-0.0193	-0.0773
Si	0.0653	-0.1095	-0.0427
Si	-0.0867	-0.0425	0.3549
Si	-0.0452	-0.0676	0.0853
Si	0.0715	0.2531	0.039
Si	0.5369	0.2945	-0.1936
Si	-0.1441	-0.0212	0.1246
Si	-0.2752	-0.1576	0.1786
Si	0.0353	0.0114	-0.1841
Si	-0.2353	-0.0925	0.0305
Si	0.1048	0.0131	-0.1104
Si	0.0848	0.1114	-0.0147
Si	0.2647	-0.0218	0.2027
Si	-0.3372	-0.4413	0.2741
Si	-0.0299	0.0467	-0.0612
Si	0.097	-0.0673	0.182
Si	-0.2216	0.1008	-0.0789
Si	-0.0645	0.0035	-0.0783
Si	0.0325	0.073	-0.1624
Si	0.046	0.0329	-0.0641
Si	-0.0246	0.1559	-0.0136
Si	0.1252	-0.0813	-0.0905
Si	-0.0946	-0.015	0.0119
Si	0.1069	0.0066	0.0061
Si	-0.002	0.0235	-0.0274
Si	0.0413	-0.0909	-0.0095
Si	0.1405	0.0473	0.0525
Si	0.0323	0.0772	0.0102
Si	-0.0208	-0.0649	-0.0401
Si	-0.0537	0.0773	0.0439
Si	0.0313	-0.1062	-0.0057
Si	-0.0426	0.0195	0.0213
Si	-0.0091	-0.0051	-0.0146
Si	-0.0017	-0.0314	-0.0024
Si	-0.0635	0.0806	0.0464
Si	0.0195	-0.0605	-0.0063
Si	-0.0468	0.0077	0.0091
Si	0.0302	0.0279	0.0151
Si	-0.0006	-0.0323	0.05
Si	-0.056	0.0492	0.0112
Si	-0.0263	0.0194	0.0494
Si	0.0854	0.0108	-0.0144
Si	0.0064	0.0901	-0.0258
Si	0.0058	-0.0669	-0.0159
Si	0.0754	-0.0572	0.0139
Si	-0.0974	-0.0014	-0.0152
Si	-0.085	0.0093	0.0464
Si	0.0554	-0.0665	0.0514
Si	0.0058	-0.0755	0.0023
Si	-0.0964	0.0893	-0.0243
Si	0.0052	-0.0472	-0.0045
Si	-0.0426	0.0331	0.0585
Si	-0.0375	0.0026	0.0296
Si	0.0872	0.0054	0.0792
Si	0.0747	0.0135	-0.151
Si	0.0615	-0.0114	0.1628
Si	-0.0068	0.0113	0.1419
Si	-0.0797	-0.1252	0.1678
Si	0.0272	0.0913	0.1639
Si	0.0452	0.0246	-0.1949
Si	0.1782	-0.0307	-0.0893
Si	-0.0409	-0.058	0.1086
Si	-0.023	0.1363	-0.2419
Si	-0.0575	0.0509	0.0551
Si	-0.0711	0.0601	-0.3239
Si	-0.004	-0.1719	0.337
Si	-0.2822	-0.3146	0.1351
Si	0.2675	0.0088	-0.2621
Si	0.0516	0.091	-0.0253
Si	0.1291	0.0576	-0.0762
Si	0.1578	-0.1534	-0.0149
Si	0.1505	0.0316	-0.086
Si	0.054	0.0456	-0.0199
Si	0.0342	-0.0334	-0.003
Si	0.1819	-0.2873	0.4874
Si	-0.0592	0.1329	0.0709
Si	-0.2637	-0.1383	0.1862
Si	0.0711	-0.1553	0.0166
Si	0.0525	0.1275	0.0681
Si	0.0099	-0.1822	0.0423
Si	-0.2126	0.1142	-0.2242
Si	-0.1756	0.0152	0.0175
Si	0.0192	-0.1383	0.0826
Si	0.1102	0.0248	-0.2146
Si	0.0406	-0.1283	0.0032
Si	-0.1103	0.1178	-0.1491
O	0.0618	-0.0227	0.1447
O	0.011	0.0897	0.0618
O	-0.0274	0.0395	-0.0003
O	0.0559	-0.0788	0.0055
O	-0.0285	0.0212	0.0533
O	-0.0006	-0.0901	0.0052
O	0.0589	-0.0764	-0.0469
O	-0.0023	-0.0415	-0.0709
O	-0.0155	0.0148	0.0015
O	0.0423	0.0666	-0.0211
O	0.0116	0.0571	-0.0423
O	0.1181	0.023	0.0453
O	0.0259	0.0471	0.0143
O	0.0523	-0.0434	-0.0069
O	-0.0071	-0.0394	-0.0231
O	-0.1	0.0698	0.1226
Si	0.0304	0	-0.0965
Si	-0.175	-0.0178	-0.1282
Si	-0.0847	0.034	0.1203
Si	0.0312	0.1367	0.0064
Si	-0.0015	-0.099	-0.0496
Si	-0.0694	0.0146	0.0583
Si	-0.0317	-0.0686	0.0791
Si	0.0381	-0.0282	0.1271
Si	0.1246	-0.09	-0.0361
Si	0.0253	0.1016	-0.0956
Si	0.2253	0.2027	0.2806
Si	0.2351	0.1299	0.3361
Si	0.1522	0.0478	0.1107
Si	-0.0481	0.1429	0.0619
Si	-0.1474	0.2207	-0.3953
Si	0.0691	-0.0959	0.1864
Si	0.0189	-0.0017	-0.2075
Si	-0.2066	0.1325	-0.4263
Si	-0.0134	0.1382	0.05
Si	0.0926	0.0631	-0.0752
Si	0.1198	0.041	0.4676
Si	0.0483	0.0768	-0.1356
Si	0.0775	-0.0878	-0.1174
Si	-0.0363	-0.173	0.1566
Si	0.0646	0.0648	-0.0463
Si	-0.094	-0.0214	0.308
Si	-0.0384	-0.0578	0.0529
Si	-0.161	-0.154	0.1954
Si	-0.013	0.1458	0.0037
Si	0.0134	0.0943	-0.1295
Si	-0.0018	-0.1444	0.1645
Si	-0.0416	0.08	-0.0858
Si	-0.0994	0.1514	-0.0863
Si	-0.3747	0.1048	-0.698
Si	-0.0502	-0.1423	0.0782
Si	-0.2005	-0.1532	-0.1808
O	-0.1117	-0.0746	0.0512
O	-0.0575	0.0328	0.0319
O	-0.0586	-0.0318	-0.0803
O	0.0442	0.0118	-0.1529
O	-0.1087	0.0039	-0.002
O	-0.0394	-0.017	0.0058
O	0.0317	-0.0094	-0.156
O	0.0591	-0.0382	-0.0466
O	0.0381	0.0876	0.0877
O	0.1685	0.0596	-0.0537
O	0.0191	-0.0269	0.0098
O	0.0027	0.0032	-0.0299
O	-0.0236	0.0108	0.026
O	-0.1058	0.063	-0.1338
O	-0.0278	-0.1814	-0.0811
O	0.017	-0.0137	0.0551
O	0.1397	0.0852	-0.1065
O	0.0606	-0.0816	0.0824
O	-0.0011	0.0109	0.0088
O	0.0401	0.0678	0.0223
O	0.0117	0.0636	0.1051
O	-0.015	-0.0541	-0.0571
O	-0.062	0.0062	-0.0063
O	-0.0162	0.0656	0.0027
O	0.1413	0.0874	-0.0967
O	0.1253	-0.0363	0.0095
O	-0.0462	-0.0048	-0.1052
O	0.3645	0.3035	-0.0312
O	-0.0447	0.1244	-0.085
O	-0.0142	-0.0182	-0.0537
O	-0.0058	-0.0347	0.238
O	0.0893	0.123	0.307
O	0.0129	-0.032	0.0066
O	0.0528	-0.0065	-0.0774
O	-0.095	-0.0702	-0.1433
O	-0.0319	0.0187	-0.0243
O	-0.0463	-0.0009	0.0758
O	0.0664	-0.0046	-0.0556
O	-0.0453	0.0952	-0.0117
O	-0.0293	-0.0804	0.0988
O	-0.0334	-0.0199	0.0576
O	0.1296	0.0587	-0.1317
O	-0.3757	-0.0955	-0.3893
O	-0.0699	-0.0535	-0.0487
O	0.1399	0.0473	-0.1847
O	-0.0161	-0.0516	-0.0026
O	0.1306	0.089	0.0319
O	-0.0117	0.0556	-0.027
O	0.066	0.1266	-0.2372
O	-0.0613	-0.0051	0.0847
O	-0.0298	-0.0459	0.0358
O	-0.0412	0.0332	-0.0167
O	-0.2003	0.1919	0.0372
O	0.0256	-0.0766	0.0132
O	0.12	-0.1479	0.199
O	0.023	0.0074	0.0303
O	-0.1352	-0.0676	0.0951
O	0.0412	-0.0272	-0.0574
O	0.2085	-0.0418	0.3362
O	0.0503	0.0178	0.0158
O	0.0238	0.0733	0.0479
O	0.0545	0.0232	0.0302
O	0.014	-0.099	0.0128
O	-0.1678	-0.1699	0.3895

The program warned: the cutoff lies below the one the program advises for these potential files; the exchange-correlation potential is rough where the density is thin.
